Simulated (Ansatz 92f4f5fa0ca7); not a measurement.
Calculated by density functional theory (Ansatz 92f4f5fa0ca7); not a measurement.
Periodic cell of 192 atoms, Si128O64, from a study of silicon, its oxide and their interface. The atomic structure is a simulated model.
This geometry differs little from another in the collection (a relaxation step or a small displacement).

Settings
functional: r2SCAN
potential files: Ansatz PAW
basis: plane waves
wave-function cutoff: 800 eV
density cutoff ratio: 5
exchange-correlation grid ratio: 1
k mesh: 1 x 1 x 1, shifted by 0.5 0.5 0 of a step
self-consistency stop: 1e-10 eV per atom in the density residual
occupations: fixed
spin: none
net charge: 0

Cell vectors (angstrom)
a  10.88  0  0
b  0  10.88  0
c  -5.3694  2.2997  28.677

Atoms: element, x, y, z (angstrom)
Si  1.572  -1.6866  0.0926
Si  4.4681  1.0869  0.1089
Si  1.1104  4.3897  0.0844
Si  3.8386  -3.8286  0.1979
Si  -4.2739  -1.2014  0.1197
Si  -1.6278  1.6948  -0.0342
Si  6.9659  3.8435  0.1188
Si  -1.1444  -4.3182  0.0525
Si  2.73  -0.0061  1.2901
Si  5.4812  2.6748  1.4788
Si  2.6882  -5.423  1.4465
Si  5.4243  -2.6922  1.4739
Si  -2.6738  0.0265  1.3093
Si  -0.0326  2.765  1.3358
Si  8.1521  5.433  1.3746
Si  -0.003  -2.7746  1.4166
Si  1.3591  1.3672  2.6423
Si  4.0703  4.0647  2.7385
Si  1.3438  -4.0882  2.8333
Si  4.0503  -1.318  2.7845
Si  6.8641  1.3279  2.7951
Si  9.5108  4.0876  2.7683
Si  6.8041  6.7925  2.7384
Si  -1.3506  -1.3462  2.6924
Si  0.0182  0.01  4.0445
Si  2.6984  2.7043  4.0648
Si  -0.0189  5.4282  4.148
Si  2.7161  -2.702  4.1353
Si  5.4489  0.0041  4.1265
Si  8.1819  2.7191  4.1334
Si  5.4409  5.4306  4.0856
Si  8.1648  -2.7059  4.0687
Si  1.3749  -1.3891  10.8878
Si  4.0776  1.3714  10.8678
Si  1.3358  4.082  10.8742
Si  4.0674  -4.0634  10.8745
Si  6.7902  -1.3547  10.8618
Si  -1.3633  1.3725  10.8648
Si  6.7999  4.0547  10.8639
Si  -1.3194  6.8245  10.8529
Si  2.7296  -0.0037  12.2153
Si  5.4257  2.7179  12.246
Si  2.6766  5.4695  12.209
Si  5.4359  -2.7074  12.2314
Si  -2.7237  0.0065  12.1995
Si  -0.018  2.7215  12.251
Si  8.2066  5.4313  12.1408
Si  0.0274  -2.7347  12.2834
Si  1.3271  1.3047  13.5725
Si  4.0214  4.1157  13.5382
Si  1.3761  -4.1087  13.6808
Si  4.107  -1.3085  13.6018
Si  -4.069  1.344  13.5766
Si  -1.3601  4.139  13.5828
Si  6.8462  -4.1252  13.4713
Si  -1.3713  -1.3403  13.5662
Si  -0.0682  0.0068  15.0005
Si  2.6826  2.6988  14.8658
Si  -0.0107  -5.4836  15.0778
Si  2.7583  -2.6592  14.9677
Si  5.5154  -0.0113  15.0096
Si  -2.7691  2.7978  14.8797
Si  5.453  5.4686  14.8245
Si  -2.7044  -2.7828  14.8417
Si  1.0925  -1.6183  16.2635
Si  4.2763  1.6054  16.1668
Si  1.1061  3.696  16.2932
Si  4.4565  -3.7681  16.1387
Si  6.7473  -1.6304  16.2551
Si  -1.2833  1.651  16.2299
Si  -4.4084  3.8628  16.1959
Si  -1.2012  -3.8402  16.2993
Si  4.9283  4.5622  -6.7775
Si  -0.5334  1.5354  -3.0049
Si  4.2883  -1.745  20.4022
Si  7.066  -4.0948  -6.8855
Si  5.2131  2.5032  20.7888
Si  7.5569  -1.8131  -4.7804
Si  3.5038  -5.4093  -4.2369
Si  3.6183  1.2931  -2.7069
Si  6.1915  1.6246  -6.8385
Si  1.419  4.7229  19.1124
Si  6.7218  4.6749  19.1978
Si  3.204  0.9632  19.0688
Si  1.4249  -0.7812  -2.724
Si  6.772  -0.1902  21.0767
Si  2.7385  -2.4554  -4.8273
Si  -2.332  -0.1228  18.4318
Si  -1.4441  -4.7375  19.2075
Si  -2.0363  0.8452  -5.5519
Si  1.6551  3.5655  -2.8554
Si  0.8025  -0.5217  19.0431
Si  5.5703  -5.2501  -2.0333
Si  7.8408  -3.0921  -2.12
Si  5.0257  -0.2344  -4.8165
Si  4.0307  -4.5413  19.0026
Si  1.3493  -1.3364  5.4549
Si  4.0734  1.376  5.4472
Si  1.3602  4.056  5.4594
Si  4.0935  6.7991  5.4516
Si  6.8046  -1.3761  5.4563
Si  -1.329  1.3511  5.4489
Si  6.7945  4.0808  5.4573
Si  9.5048  6.8197  5.4601
Si  2.7193  0.013  6.8073
Si  5.4281  2.731  6.8109
Si  2.7292  5.432  6.7934
Si  5.4507  -2.7311  6.8197
Si  -2.7073  -0.006  6.7943
Si  0.0102  2.7036  6.8261
Si  8.1463  5.4509  6.8091
Si  -0.006  -2.7049  6.8091
Si  1.3675  1.3538  8.1863
Si  4.0763  4.0886  8.1728
Si  1.3662  6.7961  8.1369
Si  4.0782  -1.358  8.1502
Si  6.7965  1.3519  8.138
Si  -1.3676  4.082  8.1486
Si  6.8002  -4.0851  8.1861
Si  -1.3579  -1.35  8.1719
Si  0.0094  -0.0087  9.5423
Si  2.7151  2.7322  9.5268
Si  0.0036  5.4421  9.4923
Si  2.7195  -2.7233  9.4969
Si  5.4338  0.0049  9.5051
Si  8.1521  2.7101  9.4922
Si  5.4338  5.4392  9.5376
Si  8.1662  -2.7107  9.5202
O  3.858  -4.5972  17.4018
O  -1.0317  1.2593  -1.4897
O  2.7332  -2.7553  -0.3525
O  1.6016  -1.9969  -3.7675
O  2.1226  -2.7674  -6.2765
O  7.1931  -1.9193  -1.2174
O  -0.0102  -5.4022  -0.4257
O  -0.0388  5.3952  18.8739
O  -1.7794  -3.7146  -1.3252
O  6.9869  4.4591  17.6164
O  3.8085  -0.419  19.6318
O  6.2294  4.4117  -1.2155
O  1.8164  3.8048  -1.2631
O  -2.3497  -0.7566  -5.5298
O  4.7511  0.9863  -3.7978
O  3.7958  -1.2512  -4.9673
O  -0.0822  2.6467  16.7327
O  -2.5397  -2.4857  -3.5347
O  2.088  4.9018  -3.6607
O  5.3758  3.0105  -6.7038
O  1.5784  0.9077  19.2451
O  4.4889  -4.4777  -1.1321
O  5.5849  -2.7062  16.7217
O  -1.8757  -4.0895  17.7796
O  7.5623  1.7055  -6.0038
O  0.1565  3.0062  -3.1381
O  -0.8119  1.0453  -6.5996
O  5.3542  2.7472  16.6283
O  1.5616  -1.176  17.7621
O  0.349  -1.1813  -7.3823
O  2.6451  -5.1802  19.584
O  5.3206  0.3828  -6.2824
O  8.1461  5.2768  19.7213
O  -0.0082  -2.773  16.5831
O  3.9144  2.194  19.8488
O  7.7564  0.072  19.8179
O  5.8166  -1.485  20.8595
O  5.4077  -5.277  19.4423
O  5.5124  -0.0868  -0.3632
O  7.6638  -1.1672  17.5452
O  1.0493  -1.3743  20.3779
O  4.1399  1.8594  -1.292
O  0.8205  -1.2671  -1.3038
O  -2.2222  -4.3683  -7.0381
O  1.1829  3.6468  20.2889
O  6.222  -5.3964  -6.4367
O  0.485  0.3409  -3.3835
O  6.2947  -1.0035  -4.1955
O  6.741  -4.2259  -2.4598
O  8.0806  2.772  -0.4098
O  -0.791  -0.5283  18.7558
O  4.7698  5.052  -3.3086
O  6.3697  3.3049  19.9874
O  2.6622  2.4082  -3.344
O  2.8558  -0.1012  -2.3966
O  4.1879  -3.0076  19.4284
O  3.7628  4.8522  -5.7025
O  -2.1822  1.2278  17.543
O  3.4467  -3.7979  -4.2914
O  -1.7158  1.4274  -4.0829
O  -1.0693  -3.7194  20.4217
O  6.9511  -2.912  -5.7962
O  3.5564  1.0448  17.5028
O  1.853  4.0659  17.7021

Results
free energy: -118378.558 eV
free energy less fixed offsets of O -570.45, Si -639.56 eV per atom: -6.078 eV

Forces (eV/angstrom), in the order of the atoms: element, x, y, z
Si  -0.001  0.0002  -0.0005
Si  0.0002  0.0008  -0.0006
Si  0.0002  0  -0.0008
Si  0  0.0004  -0.0008
Si  -0.0004  0.0006  -0.0013
Si  0.0001  0.0001  -0.0015
Si  -0.0004  -0.0003  -0.0013
Si  -0.0002  0.0005  -0.0018
Si  -0.0003  0.0006  -0.0001
Si  0.0001  0.0006  -0.0006
Si  0.0002  0.0005  0.0003
Si  0.0001  0  -0.0006
Si  0.0001  0.0003  -0.0006
Si  0.0004  -0.0001  -0.0002
Si  -0.0002  0  0
Si  -0.0003  0.0002  -0.0005
Si  0.0002  0  -0.0005
Si  0.0001  0.0004  -0.0008
Si  0  0.0002  -0.0013
Si  -0.0006  0.0003  0.0002
Si  0.0001  0.0002  -0.0003
Si  0  0.0004  -0.0006
Si  -0.0002  0.0001  -0.0007
Si  -0.0001  0.0004  0.0003
Si  -0.0002  0.0003  0.0004
Si  -0.0003  0.0001  -0.0001
Si  -0.0003  0.0002  0.0002
Si  0.0002  0.0003  0.0006
Si  -0.0001  0.0001  0.0007
Si  -0.0004  0.0003  0.0007
Si  -0.0003  0.0003  -0.0002
Si  -0.0001  0.0005  -0.0003
Si  -0.0002  0.0003  0.0002
Si  0.0003  0  0
Si  -0.0003  -0.0001  0.0002
Si  -0.0003  0.0003  0.0001
Si  -0.0001  0.0001  0.0001
Si  -0.0003  0.0004  0.0002
Si  -0.0004  0.0003  0.0002
Si  0.0003  0.0002  -0.0001
Si  0.0001  0.0001  0.0001
Si  -0.0004  0.0003  -0.0002
Si  -0.0001  0.0003  0
Si  -0.0003  0.0006  -0.0002
Si  -0.0002  0.0002  -0.0002
Si  -0.0002  0.0003  -0.0004
Si  0  0.0001  0.0002
Si  0.0002  0.0003  -0.0005
Si  -0.0001  0.0003  0.0004
Si  -0.0002  -0.0002  0
Si  0.0001  -0.0001  0.0002
Si  -0.0001  0.0002  0
Si  -0.0004  0.0001  0.0008
Si  -0.0001  0.0003  0.0003
Si  -0.0005  -0.0001  0.0009
Si  -0.0003  0.0008  0.0005
Si  -0.0005  0.0003  0.0005
Si  -0.0001  -0.0001  -0.0009
Si  -0.0002  0.0003  0.0003
Si  -0.0003  -0.0004  -0.0003
Si  -0.0001  -0.0002  0.0003
Si  -0.0005  0.0005  -0.0003
Si  -0.0001  0.0005  -0.0001
Si  0  0.0003  0.0002
Si  -0.0003  -0.0001  0.0009
Si  -0.0004  -0.0002  0.0016
Si  -0.0003  0  0.0008
Si  -0.0001  0.0001  0.0004
Si  0  0  0.0013
Si  0.0002  0.0004  0.0008
Si  -0.0004  0.0002  0.0003
Si  -0.0009  0.0006  0.0008
Si  -0.0009  0.0006  0.0003
Si  -0.0003  0.0002  0.0006
Si  -0.0001  0.0003  -0.0007
Si  -0.0007  0.0006  0
Si  0  0.0005  -0.0006
Si  0.0001  -0.0006  0.0004
Si  0.0001  -0.0011  0.0005
Si  -0.0005  0.0005  0.0007
Si  -0.0001  -0.0001  -0.0003
Si  -0.0002  0.0003  -0.0003
Si  -0.0002  0.0004  -0.0002
Si  -0.001  0  -0.0019
Si  0.0001  0.0005  0.0004
Si  0.0001  0.0002  0
Si  -0.0005  -0.0002  0.0008
Si  -0.0008  0.0002  0.0005
Si  -0.0002  0.0005  -0.0002
Si  0.0008  0.0003  -0.0003
Si  -0.0006  -0.0001  0.0004
Si  -0.0001  0  0.0003
Si  -0.0006  -0.0001  0.0003
Si  0.0004  0.0007  0.0002
Si  -0.0002  0.0005  0.0007
Si  -0.0001  -0.0007  -0.0034
Si  -0.0001  0  -0.0001
Si  -0.0001  0.0002  -0.0004
Si  -0.0001  0.0003  0
Si  0  0.0003  -0.0002
Si  -0.0003  0.0002  0.0001
Si  0  0.0003  -0.0003
Si  -0.0001  0.0003  0.0001
Si  -0.0001  0.0002  0.0001
Si  0  0.0004  0
Si  0  0.0003  0
Si  -0.0002  0.0004  -0.0002
Si  -0.0001  0.0003  0
Si  -0.0002  0.0004  -0.0003
Si  -0.0001  0.0004  -0.0001
Si  0  0.0004  0
Si  0  0.0002  0.0001
Si  -0.0001  0.0001  -0.0004
Si  -0.0001  0.0004  -0.0002
Si  0  0.0002  0.0001
Si  -0.0001  0.0004  0.0001
Si  -0.0001  0.0002  0.0001
Si  -0.0001  0.0003  0.0001
Si  0  0.0002  -0.0002
Si  -0.0002  0.0004  -0.0001
Si  -0.0001  0.0002  0.0003
Si  -0.0001  0.0002  0.0002
Si  -0.0001  0.0003  0
Si  -0.0001  0.0002  0.0001
Si  -0.0001  0.0002  0.0002
Si  0.0001  0.0001  0
Si  -0.0001  0.0001  0.0002
Si  -0.0002  0.0002  0.0003
O  0.0008  0.0007  -0.0013
O  0.0001  0.001  -0.0004
O  0.0006  -0.0002  -0.0001
O  0.0005  -0.0009  -0.0013
O  -0.0012  0.0005  -0.001
O  -0.0001  -0.0001  0.0004
O  -0.0002  0.0004  0.0013
O  -0.0006  0.0001  -0.0003
O  0.0004  0.0002  0.0004
O  -0.0006  0.0003  0.0005
O  0.0007  0.0005  0.0009
O  0  0.0006  0.0005
O  -0.0004  -0.0004  -0.0004
O  -0.0003  0.0006  0.0002
O  0.0007  -0.0008  -0.0009
O  -0.0002  0.0005  0.0003
O  -0.0002  0.0001  -0.0015
O  -0.001  0  -0.0005
O  0.0011  0.0006  -0.0001
O  0.0001  -0.0001  0.0001
O  0.0008  -0.0005  -0.0004
O  0.0005  -0.0004  0.0003
O  -0.0004  0.0002  -0.0009
O  0.0005  -0.0004  0.0002
O  -0.0002  0.0003  0.0002
O  0.0007  -0.001  0.0006
O  -0.0007  -0.0001  -0.0007
O  -0.0007  0.0001  -0.0004
O  -0.0007  0.0002  0.0002
O  -0.0001  -0.0007  -0.0012
O  -0.0003  -0.0002  -0.0012
O  -0.0003  0.0001  -0.0002
O  -0.0004  0.0001  0.0005
O  0.0001  0.0002  -0.0001
O  -0.0003  -0.0002  -0.0001
O  0.0008  -0.0001  -0.0005
O  -0.0009  0.0005  -0.0003
O  -0.0012  -0.0001  0.0003
O  0.0002  -0.0004  -0.0001
O  -0.0002  0.0003  0
O  -0.0001  0.0001  0
O  -0.0001  -0.0009  -0.0009
O  0.0009  0.0003  -0.0003
O  -0.0006  0.0002  -0.0014
O  0.0001  0.0003  -0.0001
O  -0.0002  0.0001  0
O  -0.0004  0.0004  0.0008
O  -0.0013  -0.0005  -0.0004
O  0.0003  0.0006  0.0007
O  -0.0003  0.0004  0.0014
O  0.0004  0.0007  -0.0012
O  -0.0001  0.001  -0.0003
O  -0.0001  0.0005  0.0003
O  0  0  0
O  -0.0001  0.0005  -0.0011
O  -0.0003  -0.0004  0.0007
O  0.0005  0.0006  -0.0003
O  0  -0.0002  0
O  -0.0004  -0.0004  -0.0004
O  0.0002  -0.0004  -0.0004
O  0  -0.0005  0.0005
O  0.0001  0.0008  0.0004
O  -0.0014  -0.0001  0.0002
O  -0.0007  0.0003  -0.0001

The program warned: the cutoff lies below the one the program advises for these potential files; the forces do not sum to zero within the program's tolerance; empty levels may hold ghost states of the PAW files; the exchange-correlation potential is rough where the density is thin.
